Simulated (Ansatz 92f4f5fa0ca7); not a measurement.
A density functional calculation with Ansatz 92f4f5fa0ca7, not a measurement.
Periodic cell of 208 atoms, Si128O80, from a study of silicon, its oxide and their interface. The atomic structure is a simulated model.
Doubt: the cutoff is far below the 930 eV that the study's wrapper takes by default for these files, so forces and energies are approximate.
This geometry differs little from another in the collection (a relaxation step or a small displacement).

Settings: functional PBE; potential files Ansatz PAW; basis plane waves; wave-function cutoff 580 eV; density cutoff ratio 5; exchange-correlation grid ratio 1; k mesh 1 x 1 x 1, Gamma-centred; self-consistency stop 5e-08 eV per atom in the density residual; occupations fixed; spin none; net charge 0.

Cell vectors (angstrom)
a	10.938	0	0
b	0	10.938	0
c	2.8891	4.7089	30.2805

Atoms: element, x, y, z (angstrom)
Si	4.145	3.6915	22.7188
Si	6.826	6.3276	22.7749
Si	4.4779	8.4722	22.7714
Si	7.1622	0.4097	22.8998
Si	-1.0274	2.9779	22.8721
Si	1.7894	5.8744	22.723
Si	9.4731	9.1786	22.9326
Si	1.2488	0.7988	22.8526
Si	5.6758	4.7644	24.1337
Si	8.3739	7.4806	24.124
Si	5.5723	-0.8169	24.101
Si	8.3429	1.9347	24.2414
Si	0.1483	4.7015	24.0111
Si	2.8935	7.4046	24.1355
Si	11.0851	10.2335	24.2594
Si	2.9566	2.0002	23.9822
Si	4.264	6.0673	25.5266
Si	6.979	8.8117	25.5077
Si	4.2402	0.6125	25.4455
Si	6.9806	3.3603	25.5129
Si	9.7401	6.0629	25.4498
Si	12.4759	8.7969	25.5015
Si	9.7068	11.5474	25.6054
Si	1.5482	3.3468	25.426
Si	2.8891	4.7089	26.8623
Si	5.6236	7.4434	26.8623
Si	2.8891	-0.7601	26.8623
Si	5.6236	1.9744	26.8623
Si	8.3581	4.7089	26.8623
Si	11.0926	7.4434	26.8623
Si	8.3581	10.1779	26.8623
Si	11.0926	1.9744	26.8623
Si	1.3673	-1.3673	3.418
Si	4.1018	1.3673	3.418
Si	1.3673	4.1018	3.418
Si	4.1018	-4.1018	3.418
Si	6.8362	-1.3673	3.418
Si	-1.3673	1.3673	3.418
Si	6.8362	4.1018	3.418
Si	-1.3673	-4.1018	3.418
Si	2.7033	0.056	4.7374
Si	5.5042	2.6906	4.7975
Si	2.8048	5.4532	4.7532
Si	5.4589	-2.7475	4.8029
Si	-2.7308	0.0009	4.8083
Si	-0.0232	2.7258	4.7926
Si	8.1886	5.5224	4.7942
Si	-0.0056	-2.7865	4.762
Si	1.3124	1.315	6.1777
Si	4.154	4.0771	6.1471
Si	1.4481	-4.0979	6.0917
Si	4.0891	-1.279	6.0574
Si	-4.0378	1.3956	6.2515
Si	-1.3825	4.1437	6.1388
Si	6.8189	-4.1054	6.2437
Si	-1.4549	-1.5101	6.1324
Si	0.103	-0.3452	7.3688
Si	2.5523	2.9064	7.4055
Si	0.3242	-5.7244	7.3403
Si	2.5205	-2.4067	7.361
Si	5.6218	-0.1703	7.4866
Si	-2.8626	3.016	7.5852
Si	5.7283	5.1951	7.537
Si	-3.0756	-2.4814	7.6468
Si	4.2564	3.3417	28.2295
Si	6.9909	6.0762	28.2295
Si	4.2564	-2.1273	28.2295
Si	6.9909	0.6072	28.2295
Si	9.7254	3.3417	28.2295
Si	12.4599	6.0762	28.2295
Si	9.7254	8.8107	28.2295
Si	1.5219	0.6072	28.2295
Si	5.6236	4.7089	29.5968
Si	8.3581	7.4434	29.5968
Si	5.6236	-0.7601	29.5968
Si	8.3581	1.9744	29.5968
Si	11.0926	4.7089	29.5968
Si	2.8891	7.4434	29.5968
Si	0.1546	-0.7601	29.5968
Si	2.8891	1.9744	29.5968
Si	1.3673	1.3673	0.6835
Si	4.1018	4.1018	0.6835
Si	1.3673	-4.1018	0.6835
Si	4.1018	-1.3673	0.6835
Si	6.8362	1.3673	0.6835
Si	-1.3673	4.1018	0.6835
Si	6.8362	-4.1018	0.6835
Si	9.5708	-1.3673	0.6835
Si	0	0	2.0507
Si	2.7345	2.7345	2.0507
Si	0	-5.469	2.0507
Si	2.7345	-2.7345	2.0507
Si	5.469	0	2.0507
Si	8.2035	2.7345	2.0507
Si	5.469	5.469	2.0507
Si	8.2035	-2.7345	2.0507
Si	3.5052	6.1898	15.6895
Si	-1.2047	1.305	9.7095
Si	1.1382	-0.7091	18.3036
Si	4.2725	4.5218	13.3204
Si	0.4449	6.2119	20.0126
Si	7.7361	0.1118	11.9089
Si	3.7813	1.1778	9.7071
Si	4.8891	3.5185	19.6234
Si	2.3365	4.5026	18.0693
Si	3.8893	-4.1441	9.5519
Si	10.055	8.9344	19.9357
Si	7.4919	1.4738	16.6634
Si	2.1614	1.6662	16.5558
Si	0.9643	-3.8115	14.1668
Si	10.3916	8.6039	16.2735
Si	5.537	-3.8256	12.1128
Si	7.2892	9.8273	18.6418
Si	5.0734	1.6489	12.561
Si	7.616	7.4704	16.8852
Si	9.2585	0.1607	14.5517
Si	1.0127	-4.9689	10.0418
Si	8.0229	-2.6645	10.7937
Si	5.5492	0.7596	20.2807
Si	4.8177	0.4389	15.343
Si	1.2411	0.4667	10.9885
Si	5.5847	8.2895	14.9952
Si	0.8552	1.6582	13.615
Si	7.312	4.4493	18.0307
Si	1.1879	4.5123	12.5764
Si	2.9559	-0.7045	20.7148
Si	0.1185	-2.4219	11.6216
Si	8.7217	4.7705	20.7523
O	1.2879	-1.4077	7.8815
O	4.9297	3.5395	21.2598
O	3.4398	-2.8672	8.6487
O	2.9028	4.7097	22.3744
O	7.5184	3.0349	17.2047
O	5.651	7.3968	22.263
O	11.0617	1.9062	22.3168
O	6.7194	-1.3177	7.9288
O	0.3951	-0.9112	11.1212
O	10.8168	7.5932	19.3264
O	6.1173	1.2839	15.8217
O	4.9547	0.394	8.8932
O	1.0753	5.1845	18.884
O	6.5593	1.1903	12.1299
O	-1.4852	-2.7196	11.5883
O	6.5391	1.1016	21.5338
O	7.6904	0.2272	17.7437
O	7.0263	-3.7884	11.4402
O	5.0966	-5.0234	8.8867
O	1.4943	6.5337	21.2279
O	5.4457	2.0154	19.2322
O	2.4773	9.8518	19.1871
O	4.2567	1.7107	11.1606
O	1.3631	3.9913	7.7663
O	10.1302	5.5546	20.8051
O	-0.8886	0.1175	8.6209
O	2.5165	0.1897	10.014
O	0.7439	9.1489	17.1295
O	1.6884	-0.1401	21.5673
O	2.0272	3.2075	17.1053
O	8.444	4.4375	19.1936
O	6.8807	4.0917	8.0615
O	-2.6504	-2.9292	9.1914
O	5.8577	4.5265	18.7809
O	-0.5153	0.8283	13.6664
O	10.1884	8.6946	21.5365
O	0.2761	1.6466	10.3434
O	3.6796	8.9422	21.3973
O	8.9607	3.3888	21.5788
O	0.8894	-3.4815	10.6761
O	5.3871	-2.7807	13.372
O	2.5966	-5.1332	9.6621
O	4.0181	0.5295	20.7714
O	8.7083	1.2977	15.5843
O	9.8061	9.8255	15.384
O	0.7564	-2.5763	13.1203
O	3.2663	2.442	8.8155
O	4.7374	7.216	15.8937
O	-0.0459	-5.0485	8.8022
O	6.7511	8.4934	17.8475
O	1.3242	0.7518	17.6135
O	4.3992	-3.522	10.9751
O	10.8253	-0.6854	19.3486
O	2.9197	5.7074	17.1262
O	7.5194	5.6628	21.4189
O	4.4846	0.6907	13.7551
O	3.9971	4.8432	14.8995
O	8.4999	9.2471	19.5708
O	6.0461	-0.6091	19.5631
O	8.19	-0.3375	13.421
O	7.1393	7.8813	15.3625
O	3.383	3.9198	19.1734
O	3.6343	0.9736	16.3505
O	5.0809	3.1332	13.2073
O	0.6431	4.7656	11.0687
O	7.2856	-1.2284	11.0927
O	8.3202	-0.6789	22.4404
O	-2.017	2.4991	8.9288
O	-2.085	0.8373	10.9849
O	0.527	3.1772	13.1803
O	10.882	7.3463	15.39
O	9.1648	7.9438	17.1191
O	2.4761	7.0491	14.7522
O	1.7724	0.9577	12.4579
O	0.5963	-5.2266	13.4911
O	1.5355	1.6479	15.068
O	2.823	4.4625	12.567
O	7.4526	5.8506	17.1613
O	5.272	-5.3217	12.6732
O	5.1205	9.7774	15.4833

Results
free energy: -126870.966 eV
free energy less fixed offsets of O -568.88, Si -635.61 eV per atom: -2.486 eV

Forces (eV/angstrom), in the order of the atoms: element, x, y, z
Si	-0.0252	0.1118	-0.091
Si	-0.1075	0.066	-0.069
Si	0.0673	-0.1519	-0.1309
Si	0.1036	-0.0503	-0.0066
Si	0.0359	-0.1187	-0.1232
Si	0.1255	-0.0565	-0.078
Si	-0.0083	0.1044	-0.0404
Si	-0.0965	0.0424	-0.0537
Si	-0.0478	-0.0016	0.0438
Si	-0.0506	-0.0036	0.0237
Si	0.044	0.0299	0.0517
Si	-0.01	-0.0525	0.0542
Si	0.0209	0.0471	0.0227
Si	0.0314	-0.0291	0.0443
Si	-0.0538	0.0064	0.0428
Si	0.0126	0.0123	-0.0031
Si	0.0052	0.0234	-0.0404
Si	-0.0118	-0.011	-0.029
Si	-0.0142	-0.0273	-0.0241
Si	0.0446	0.0016	-0.0547
Si	0.0009	-0.0141	-0.0227
Si	-0.0107	0.0179	-0.0354
Si	0.0328	0.0305	-0.084
Si	-0.0219	-0.0322	0.0378
Si	-0.087	-0.1938	-0.0184
Si	0.001	0.0299	0.2228
Si	0.0541	0.1104	-0.112
Si	-0.1567	-0.0873	-0.1726
Si	0.1254	0.1291	-0.0683
Si	-0.0063	-0.1614	-0.1499
Si	-0.3127	-0.2653	0.5234
Si	0.3405	0.3651	0.1056
Si	-0.1781	-0.0168	-0.0409
Si	0.104	0.2003	-0.2416
Si	0.0379	-0.0776	0.1421
Si	0.2772	0.0663	-0.2982
Si	-0.0668	0.0083	0.2093
Si	-0.0468	-0.1018	-0.0113
Si	0.0205	0.0622	0.1782
Si	-0.0467	-0.1646	-0.3641
Si	0.0042	-0.0483	0.057
Si	0.0482	0.048	0.0679
Si	-0.044	0.0232	0.1107
Si	0.0033	-0.0099	-0.0032
Si	0.0269	-0.0196	0.0515
Si	0.0176	-0.0239	0.0627
Si	0.0339	-0.0247	0.0308
Si	-0.0231	0.0064	0.0426
Si	0.0435	0.107	-0.0868
Si	-0.0324	-0.0531	-0.053
Si	0.0094	-0.0656	-0.0451
Si	-0.0157	0.074	0.027
Si	-0.0587	-0.0028	0.0119
Si	-0.0457	0.0356	-0.0093
Si	0.0232	0.0008	-0.0145
Si	0.0691	0.0125	-0.0607
Si	0.0214	-0.1762	0.1443
Si	-0.0651	0.0821	-0.0128
Si	0.1172	-0.0909	-0.0039
Si	-0.0759	0.1434	0.0435
Si	-0.022	0.0151	-0.0564
Si	-0.1032	0.1061	0.0479
Si	0.1573	-0.1378	0.0979
Si	-0.0765	0.0808	0.06
Si	-0.0837	-0.0365	-0.0143
Si	0.016	0.0528	-0.0033
Si	0.0724	0.0232	-0.0064
Si	-0.0035	-0.0727	0.0034
Si	0.0997	0.0782	-0.0076
Si	-0.0114	-0.0381	-0.0206
Si	-0.0981	-0.0246	-0.0016
Si	0.009	0.0244	-0.0171
Si	0.0221	-0.0176	-0.03
Si	0.0134	-0.0338	-0.0012
Si	-0.0124	0.0355	-0.0108
Si	-0.0181	-0.0124	-0.0296
Si	-0.0177	0.0105	-0.0046
Si	-0.0217	0.0195	-0.0332
Si	0.0169	0.0263	-0.0239
Si	0.0251	-0.02	-0.0056
Si	0.014	-0.0174	0.0214
Si	-0.0233	0.0406	0.001
Si	0.0022	-0.0185	0.03
Si	0.0025	0.0213	0.0154
Si	-0.0099	0.0136	0.0367
Si	0.0461	-0.04	0.0128
Si	-0.0025	-0.0402	0.0259
Si	-0.0205	0.017	0.0055
Si	-0.0241	-0.0338	-0.0016
Si	0.0794	0.0487	-0.0105
Si	-0.0764	-0.0053	0.0097
Si	0.0019	-0.0193	0.0194
Si	-0.0633	-0.0547	0.0184
Si	0.0161	0.0215	0.0249
Si	-0.0108	0.0383	-0.0081
Si	0.0652	0.0286	0.0116
Si	-0.0044	-0.0244	-0.0115
Si	0.0053	-0.0004	0.0747
Si	-0.0287	0	-0.066
Si	0.0015	0.0011	0.0539
Si	-0.0055	0.0003	-0.1012
Si	0.0079	-0.008	0.0748
Si	0.0007	-0.0197	0.0511
Si	-0.0007	0.0114	-0.1041
Si	0.0175	-0.0078	-0.0679
Si	-0.0115	0.025	0.0956
Si	-0.0103	0.0159	-0.1128
Si	-0.0066	0.0104	-0.024
Si	-0.0253	-0.0083	-0.0381
Si	-0.0267	0.001	-0.0085
Si	-0.0039	0.0118	-0.036
Si	0.0085	0.0047	0.0857
Si	0.0033	0.0182	-0.0816
Si	0.013	0.0038	0.0695
Si	-0.0123	-0.0163	-0.0535
Si	-0.0137	-0.0065	0.01
Si	-0.015	0.0367	0.1551
Si	0.0064	0.0055	0.117
Si	0.0127	-0.0002	-0.0912
Si	0.0159	0.0233	-0.0251
Si	0.004	-0.0217	0.1031
Si	0.0141	-0.0081	-0.0154
Si	0.0099	0.0042	0.0345
Si	-0.0261	-0.0035	-0.0743
Si	-0.0107	0.0136	0.0823
Si	0.0041	-0.0166	-0.1165
Si	0.0131	0.0033	0.0694
Si	-0.0255	-0.0127	-0.0776
O	-0.0037	-0.0429	-0.095
O	-0.0029	-0.0008	0.0475
O	0.0007	-0.0266	-0.0418
O	-0.0471	-0.0152	0.087
O	0.0065	-0.007	0.0228
O	-0.0058	0.0182	0.0723
O	-0.0057	0.0289	0.0693
O	0.0123	-0.0236	-0.0602
O	0.0057	-0.009	-0.0527
O	0.0124	-0.0156	0.0542
O	-0.0128	-0.0137	0.0232
O	-0.0163	0.0157	0.0096
O	-0.0142	0.0123	0.0575
O	-0.003	-0.007	-0.0407
O	0.0031	-0.0031	-0.0562
O	-0.0246	-0.0043	-0.0005
O	0.0079	-0.0012	0.0348
O	-0.0082	-0.0125	-0.0541
O	-0.0114	0.0071	-0.0791
O	-0.0102	0.0058	0.04
O	0.0036	-0.0099	0.0549
O	0.0235	0.0019	0.0719
O	0.0059	0.0082	-0.0389
O	-0.0215	-0.0102	-0.0641
O	-0.002	-0.0046	0.0703
O	-0.0011	0.0338	-0.0449
O	-0.0162	-0.0015	-0.0541
O	0.0152	0.0023	0.0309
O	0.0175	-0.0096	0.055
O	-0.0035	-0.0043	0.0317
O	0.0098	0.0061	0.0666
O	-0.0019	-0.0018	-0.0735
O	0.0142	-0.0261	-0.0366
O	0.0053	0.0068	0.0553
O	-0.0076	0.001	-0.0198
O	-0.0086	0.002	0.0232
O	-0.0071	0.009	-0.0671
O	-0.0118	0.0311	0.0752
O	0.0031	0.0531	0.0477
O	-0.0069	-0.0209	-0.0673
O	-0.0058	0.001	-0.0298
O	-0.0046	-0.0094	-0.0416
O	-0.0106	-0.0085	0.069
O	-0.0092	-0.0055	0.0094
O	-0.0092	0.0042	0.0044
O	0.0195	-0.0209	-0.0105
O	0.02	-0.0067	0.002
O	-0.0042	0.004	0.0123
O	-0.01	0.0038	-0.0244
O	0.0127	0.0045	0.0451
O	0.0162	0.0066	0.039
O	-0.0115	-0.0045	-0.0559
O	0.0072	0.0099	0.0523
O	-0.0028	0.0068	0.0247
O	0.0502	-0.0195	0.0533
O	-0.01	-0.0035	-0.025
O	0.0005	0.0117	-0.0003
O	0.0017	-0.0144	0.0414
O	-0.0024	-0.0012	0.0591
O	0.0168	0.0053	-0.0148
O	-0.0173	0.0047	0.0026
O	-0.0087	-0.0045	0.044
O	-0.0039	0.0034	0.0142
O	-0.0057	-0.0061	-0.0319
O	0.0098	0.0117	-0.0556
O	-0.0013	0.0052	-0.0483
O	-0.0107	0.039	0.0465
O	0.0174	-0.0077	-0.0519
O	-0.0171	-0.0038	-0.0501
O	-0.0073	0.0084	-0.0272
O	-0.0022	-0.0122	0.0053
O	0.0082	0.0064	0.0435
O	0.0012	0.0089	-0.0037
O	-0.0088	0.0019	-0.0358
O	0.014	0.0102	-0.0082
O	0.0072	0.0045	0.0082
O	0.0071	0.0022	-0.0396
O	0.0112	0.0081	0.0282
O	0.0012	0.0021	-0.0376
O	-0.0067	-0.001	0.0097

The program warned: the cutoff lies below the one the program advises for these potential files; the exchange-correlation potential is rough where the density is thin.
